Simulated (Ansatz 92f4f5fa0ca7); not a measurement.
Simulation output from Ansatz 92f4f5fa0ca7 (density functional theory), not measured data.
Periodic cell of 184 atoms, Si120O64, from a study of silicon, its oxide and their interface. The atomic structure is a simulated model.
This geometry differs little from another in the collection (a relaxation step or a small displacement).

Settings
functional: r2SCAN
potential files: Ansatz PAW
basis: plane waves
wave-function cutoff: 800 eV
density cutoff ratio: 5
exchange-correlation grid ratio: 1
k mesh: 1 x 1 x 1, shifted by 0.5 0.5 0 of a step
self-consistency stop: 1e-10 eV per atom in the density residual
occupations: fixed
spin: none
net charge: 0

Cell vectors (angstrom)
a 10.888 0 0
b 0 10.888 0
c 0 0 26.8605

Atoms: element, x, y, z (angstrom)
Si 0.3888 -0.1381 0.079
Si 2.0229 3.1288 0.077
Si 0.1727 4.7908 0.2089
Si 1.8652 9.0024 -0.6903
Si 5.9254 -0.0436 -0.0366
Si 7.8921 3.1315 0.2643
Si 5.6304 5.2744 0.3065
Si 8.1182 8.5148 -0.1232
Si 1.3636 1.4025 1.5492
Si 3.9338 4.0332 1.3097
Si 1.0867 6.6683 1.2231
Si 4.2168 9.7962 1.202
Si 6.8733 1.4416 1.4423
Si 9.4786 4.0315 1.6958
Si 6.958 6.8918 1.326
Si 9.6149 9.6099 1.3162
Si -0.0543 2.6327 2.9441
Si 2.8255 0.0549 2.7572
Si -0.0327 8.1541 2.6969
Si 2.6658 5.5054 2.6362
Si 5.3539 2.7184 2.72
Si 8.2388 0.0391 2.7396
Si 5.4615 8.2455 2.5881
Si 8.1854 5.5727 2.8453
Si 1.355 4.1278 4.0914
Si 4.1106 1.3839 4.1735
Si 1.3982 9.5202 4.0232
Si 4.0947 6.8424 3.9777
Si 6.753 4.1274 4.0542
Si 9.4948 1.3038 4.2474
Si 6.8092 9.559 4.0302
Si 9.5397 6.8853 4.1821
Si 0.0358 -0.0537 5.4807
Si 2.7128 2.7603 5.4716
Si 0.0055 5.4695 5.4689
Si 2.7429 8.1617 5.3922
Si 5.4857 0.0033 5.4562
Si 8.1122 2.7552 5.4507
Si 5.4036 5.4777 5.415
Si 8.1374 8.2247 5.4755
Si 1.362 1.3619 6.8182
Si 4.0782 4.1138 6.8209
Si 1.3834 6.8207 6.7923
Si 4.101 9.514 6.7691
Si 6.7994 1.3821 6.823
Si 9.5149 4.0918 6.7903
Si 6.7828 6.8155 6.7938
Si 9.5312 9.5272 6.8494
Si -0.0206 2.7297 8.1619
Si 2.7466 -0.0211 8.1332
Si 0.0128 8.1485 8.1704
Si 2.7039 5.4585 8.1705
Si 5.4311 2.7219 8.1719
Si 8.1683 0.0326 8.1719
Si 5.4266 8.1612 8.1683
Si 8.1547 5.4399 8.1397
Si 1.3459 4.091 9.5253
Si 4.0695 1.3404 9.513
Si 1.4027 9.5052 9.5043
Si 4.0607 6.7987 9.5349
Si 6.8199 4.067 9.5101
Si 9.5245 1.3709 9.5364
Si 6.7861 9.5532 9.5038
Si 9.5292 6.7762 9.5009
Si 0.0567 0.0048 10.8178
Si 2.7042 2.6983 10.856
Si -0.0085 5.4432 10.9075
Si 2.7154 8.145 10.9329
Si 5.4074 -0.0117 10.9039
Si 8.1612 2.7161 10.912
Si 5.4204 5.3969 10.8356
Si 8.1691 8.1735 10.7998
Si 1.3491 1.3641 12.237
Si 4.0997 3.9959 12.2144
Si 1.3623 6.7702 12.3099
Si 4.047 9.5244 12.3074
Si 6.7748 1.344 12.2502
Si 9.5386 4.0735 12.2671
Si 6.7514 6.828 12.0995
Si 9.6179 9.4878 12.1049
Si 0.0064 2.7112 13.6587
Si 2.6621 0.0075 13.6636
Si 0.0013 8.1817 13.633
Si 2.7298 5.3167 13.5883
Si 5.4075 2.6406 13.6894
Si 8.2373 -0.0628 13.3994
Si 5.42 8.1032 13.5834
Si 8.0905 5.4849 13.4412
Si 1.6602 3.7584 15.0144
Si 3.8403 1.4659 15.0875
Si 1.0084 9.8577 14.9932
Si 4.2726 6.4795 14.88
Si 6.5558 4.3632 14.7904
Si 9.6284 1.1319 14.8491
Si 7.1407 9.2429 14.6835
Si 9.2354 7.0007 14.7871
Si -20.7886 -15.6376 21.7616
Si 6.0676 -10.6761 19.8598
Si -4.233 2.9442 19.593
Si 30.7828 -4.1181 21.6038
Si 13.2758 14.4645 20.5901
Si -6.0114 6.2245 24.3833
Si 8.6121 -1.838 23.7329
Si -11.2025 11.177 22.483
Si 4.4695 4.4222 22.2888
Si -28.1379 16.1089 19.5626
Si 25.6862 -14.1185 17.6605
Si 10.6017 -5.7353 17.0253
Si -6.9044 -11.5216 21.7293
Si 22.4679 1.815 24.6751
Si -19.0144 8.0671 23.3979
Si 10.7957 -25.4208 19.3265
Si -31.173 9.3315 18.0717
Si -15.6083 32.8809 23.7945
Si -3.0232 23.2564 21.7154
Si 1.6306 11.524 20.2675
Si -14.6095 5.0373 22.9243
Si 16.3531 -11.403 16.9665
Si 19.2482 -18.7633 17.0005
Si -1.4311 14.7457 24.8038
O 9.868 -15.5659 -10.8047
O -12.905 1.724 -10.6902
O -9.1845 10.7546 -8.0294
O 15.0702 7.6219 -2.8357
O -6.0217 6.0643 -0.8917
O 11.933 7.1214 -6.3851
O -4.0051 9.5538 -0.3041
O -4.2841 31.9964 -11.005
O 26.604 -12.8592 -9.618
O -15.0525 15.0649 -0.2457
O -2.2037 2.7778 -1.1136
O 10.1649 5.0461 -1.184
O 2.6539 8.2702 -8.4016
O 16.436 12.654 -6.9989
O -11.862 -0.9363 -3.538
O 3.1884 4.292 -7.5156
O 1.5933 20.3593 16.4654
O -3.6563 -11.8895 23.744
O 3.1019 -1.9301 22.0981
O 13.8465 0.4499 21.1492
O -8.9959 6.7875 22.9286
O -6.8886 5.0277 23.7089
O 3.5129 6.9632 16.2476
O -0.2098 13.934 24.1487
O 14.4075 3.2396 21.7379
O 5.4386 5.4251 15.3473
O 18.3419 11.1241 20.7203
O -9.8552 26.3059 16.3169
O 7.7851 5.7159 21.5942
O -11.008 33.51 25.7065
O -0.5553 16.9763 22.2523
O -15.898 -6.5528 19.3482
O -0.1607 -10.8421 15.3798
O -14.2187 13.4485 18.311
O 2.0245 -8.4795 25.4147
O 4.7843 -0.1416 23.038
O 4.4672 -5.2727 21.1519
O 4.4284 22.412 16.4099
O 6.2519 -11.0274 18.3125
O -10.7935 -2.2555 18.518
O -13.2566 -2.9222 22.5565
O -13.3817 -6.4874 23.7391
O 20.5051 -17.8402 17.4073
O 12.2926 15.5325 21.313
O 14.2277 20.0461 26.8275
O 13.6378 -8.2599 15.5567
O 1.4004 29.3232 26.7241
O -4.4834 -4.7307 23.8383
O -13.0116 -13.4169 25.2163
O 12.4524 -19.5111 20.1019
O -10.5265 -21.8097 21.0432
O 27.7857 -6.9095 22.5103
O 10.9822 5.956 18.3653
O -12.4237 7.2307 20.084
O -3.9917 -9.4439 23.0237
O 8.164 -2.7617 15.3318
O -8.9143 8.9123 24.5453
O 7.6887 2.85 20.8571
O -6.3058 -4.361 18.6173
O 15.9451 -22.6354 20.5293
O -3.5525 3.8672 16.1142
O 5.7311 11.4777 25.3181
O -9.9705 11.812 23.3456
O -1.4979 -42.1988 22.1958

Results
free energy: -113255.956 eV
free energy less fixed offsets of O -570.45, Si -639.56 eV per atom: 0.044 eV

Forces (eV/angstrom), in the order of the atoms: element, x, y, z
Si -0.0002 0.0033 0.002
Si 0.0008 0.001 0
Si -0.0039 -0.0046 -0.0021
Si 0.0237 -0.0128 0.0171
Si -0.0036 -0.0027 -0.0029
Si -0.0024 -0.0004 -0.0034
Si 0.0011 0.0017 -0.0018
Si 0.0013 0.0011 -0.0018
Si 0.0009 0.0005 -0.0013
Si -0.0007 -0.0017 0.0011
Si 0.0066 0.0091 -0.0065
Si -0.0184 -0.0116 -0.0225
Si -0.0013 -0.0012 0.0033
Si -0.0023 0.0009 -0.0004
Si 0.0018 0.0014 -0.0019
Si 0.0015 -0.0001 -0.0019
Si 0.0015 0.0007 -0.0004
Si 0.0035 0.0003 -0.0027
Si -0.0002 -0.0006 0.0017
Si 0.0026 0.0017 -0.0004
Si -0.0011 0.0009 -0.0015
Si 0.0013 0.0014 -0.0014
Si -0.0003 0.0014 -0.0039
Si 0.0009 -0.0001 -0.0017
Si 0.0001 0.0006 -0.0005
Si -0.0009 0.0013 0.0002
Si -0.0003 0.0004 -0.0008
Si -0.0009 -0.0003 0.0006
Si -0.0022 -0.0004 -0.0002
Si 0 -0.0007 -0.0006
Si 0.0005 -0.0016 0.0015
Si 0.0017 0.0019 0
Si 0.001 -0.0011 0.0005
Si 0.0008 0.0006 -0.0006
Si 0.0003 -0.0002 -0.0006
Si 0.0001 0.0009 -0.0003
Si 0.0002 0.0009 -0.0004
Si -0.0002 -0.0002 0.0007
Si 0.0025 0.0021 0.0004
Si 0 0.0007 -0.0002
Si -0.0001 0.0012 -0.0009
Si -0.001 -0.0003 -0.0008
Si -0.0002 0.0011 -0.0005
Si -0.001 0.0001 -0.0007
Si -0.0001 -0.0001 -0.0006
Si -0.0004 0.0007 -0.0002
Si -0.0003 0 -0.0003
Si 0.0003 0.0001 -0.0004
Si -0.0003 0.0005 0.0001
Si 0.0004 0.0005 -0.0002
Si -0.0001 0.0003 0.0004
Si 0.0006 0.0006 0.0001
Si -0.0003 0.0005 0.0003
Si -0.001 -0.0004 0.0003
Si 0 0.0008 0.0009
Si 0 0.0011 0.0002
Si 0 0.0007 0
Si -0.0002 0.0003 0.0002
Si 0.0006 0 0
Si -0.0005 0.0007 0.0004
Si 0 0.0002 -0.0002
Si 0.0001 0.0007 0.0005
Si -0.0002 0.0006 -0.0004
Si -0.0003 0 0.0002
Si -0.0005 0.0003 -0.001
Si 0.0003 0.0004 -0.0003
Si -0.0001 0.0006 -0.0007
Si -0.0006 0.0006 -0.0006
Si 0 0.0001 -0.0009
Si -0.001 0.0006 -0.0008
Si 0 0 -0.0006
Si 0.0001 0 -0.0006
Si 0 0.0005 0.0015
Si -0.0001 -0.0002 0.0009
Si -0.0005 0.0002 0
Si 0.0007 0 0.0002
Si -0.0003 0.0008 0.001
Si 0.0001 -0.0002 0.0007
Si -0.001 0.0008 0.001
Si 0.0004 0.0002 0.0011
Si -0.0003 0.0005 0.0005
Si 0.0002 0 0.0002
Si 0.0002 0.0008 0.0003
Si -0.0011 0.0001 0.0001
Si 0.0005 -0.0005 -0.0004
Si 0.0003 0.001 0.0006
Si -0.0005 0.0002 0.0005
Si -0.0001 -0.0007 0.001
Si 0.0013 0.0005 0.0015
Si -0.0009 0 0.0024
Si 0 0.0011 0.0015
Si -0.0006 -0.0003 0.0016
Si -0.0002 0.0011 0.0018
Si -0.0015 -0.0006 0.0014
Si 0.0006 0.0012 0.0012
Si -0.0008 0 0.0017
Si 0.003 0.0014 -0.0007
Si 0.0003 -0.0014 -0.0016
Si 0.0003 0.0008 -0.0013
Si -0.001 0.0007 -0.0003
Si -0.0007 -0.0002 -0.0001
Si -0.001 0.002 0.0026
Si 0.0017 0.0004 0.002
Si 0.0007 -0.0001 0.0012
Si 0.0012 -0.0001 0.0013
Si 0.0014 0.0012 -0.0011
Si 0.0006 0.0008 -0.0009
Si 0.0004 0.0009 -0.0008
Si 0.0005 0.0005 0.0007
Si 0.0006 0.0008 0.0009
Si 0.0017 0.0008 0.0003
Si 0.0019 -0.0001 -0.0017
Si 0.0002 0.0003 -0.0022
Si -0.0023 0.0024 0.0028
Si 0.0008 0.0002 0.0009
Si 0.0015 0.0008 -0.0006
Si 0.001 0.0001 0.0013
Si -0.0006 -0.0003 -0.0008
Si -0.0005 -0.0004 -0.0009
Si 0.001 -0.0008 0.0014
O -0.0001 0.0003 0
O 0.0004 0.0013 -0.0003
O 0.0006 -0.0004 -0.0002
O -0.0003 -0.0006 -0.0001
O 0.0008 -0.0005 -0.0015
O -0.0016 -0.0015 0
O 0.0007 -0.0012 -0.0013
O -0.0005 -0.0001 0.0005
O -0.0002 0.0002 0.0008
O 0.0014 0 0.0002
O 0.0006 0.0022 -0.0014
O 0.001 0.0005 -0.0003
O -0.0002 0.0009 -0.0007
O 0.001 0.0001 0.0001
O -0.0014 0.0005 -0.0008
O 0.0003 0.0001 0.0013
O -0.0003 -0.0003 0.0008
O -0.0006 0.0016 0.0003
O 0.0002 0.0001 0.0009
O 0.0013 -0.0008 -0.0001
O -0.0015 -0.0006 -0.0014
O 0.0005 0 -0.0011
O 0.0005 0.0006 0.0007
O -0.0005 0.0004 0.0001
O -0.0005 0.0016 -0.0009
O 0.0002 0 -0.0013
O -0.0002 0.0005 -0.0002
O -0.0004 -0.0001 -0.0001
O 0.001 0.001 -0.0002
O 0.0005 -0.0021 -0.0006
O -0.0007 0.0001 -0.0002
O -0.0001 0 -0.0001
O 0.0001 0.0002 -0.0008
O 0.0001 -0.0001 0.0002
O -0.0017 -0.0005 0.0012
O 0.0017 -0.0023 -0.0013
O 0.0001 -0.0005 -0.0006
O 0.0004 0.0001 -0.0005
O -0.0008 0.0007 0.0014
O 0.0011 -0.0007 0.0014
O -0.0002 -0.0016 -0.0007
O -0.0005 0.0003 -0.0006
O 0 0.0005 -0.0006
O 0.0028 0 0.0001
O -0.0181 0.0036 0.0202
O -0.0003 0.0003 -0.0008
O -0.0003 0.0137 -0.0079
O 0.0007 -0.0008 -0.0007
O 0.0001 0.0018 -0.0005
O 0.0008 0.0003 0
O -0.0005 0.0007 0.0002
O -0.0006 0.0008 -0.0003
O -0.0005 0.0021 0.0019
O 0.0019 -0.0006 0.0008
O 0.0008 -0.0006 -0.0009
O 0.0013 -0.0004 -0.0014
O 0.0008 -0.0028 0.0052
O 0.0005 -0.0005 -0.0008
O 0 -0.0008 0.0005
O 0.0004 0.0013 0.0007
O 0.0007 0 0.0001
O 0.0041 0.0007 -0.0032
O -0.0012 0.0002 -0.0012
O 0.0002 -0.0008 -0.0007

The program warned: the cutoff lies below the one the program advises for these potential files; the forces do not sum to zero within the program's tolerance; empty levels may hold ghost states of the PAW files; the exchange-correlation potential is rough where the density is thin.
